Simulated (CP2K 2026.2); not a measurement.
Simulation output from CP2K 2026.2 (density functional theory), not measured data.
Periodic cell of 442 atoms, Si320O122, from a study of silicon, its oxide and their interface. The atomic structure is a simulated model.
Doubt: the forces sum to 1.32 eV/angstrom along one axis rather than to zero, so they err by at least 0.0030 eV/angstrom per atom on average; the grid cutoff is modest.

Settings
functional: PBE
method: Gaussian and plane waves
basis set: DZVP-MOLOPT-SR-GTH
pseudopotentials: GTH-PBE
grid cutoff: 350 Ry, relative cutoff 50 Ry
k points: Gamma only
occupations: fixed
spin: none
net charge: 0

Cell vectors (angstrom)
a 15.3866 0 0
b 0 15.3866 0
c -0.069 0.1748 33.1806

Atoms and the computed forces on them: element, x, y, z (angstrom), force x, y, z (eV/angstrom)
Si 0.11 14.127 28.355 -0.149 -0.282 0.755
Si 0.008 1.91 28.429 -0.137 0.223 0.657
Si 15.314 6.569 28.591 -0.043 0.332 0.514
Si -0.006 9.085 28.62 -0.069 -0.369 0.605
Si 3.772 14.011 28.453 0.181 -0.204 0.835
Si 3.751 1.784 28.401 0.085 0.2 0.758
Si 3.737 6.438 28.499 0.044 -0.228 0.821
Si 3.866 9.579 28.562 -0.053 0.143 0.751
Si 7.712 13.007 28.544 -0.062 -0.441 0.497
Si 7.556 2.67 28.518 0.021 0.296 0.609
Si 7.477 5.125 28.588 0.146 -0.205 0.733
Si 7.598 10.517 28.329 0.039 0.05 -0.048
Si 11.57 13.935 28.295 -0.034 -0.296 0.749
Si 11.38 1.712 28.459 0.04 0.209 0.758
Si 11.318 6.166 28.373 0.095 -0.307 0.721
Si 11.464 9.307 28.45 -0.05 0.14 0.833
Si 1.898 13.723 29.812 0.012 0.027 -0.032
Si 1.886 2.129 29.792 0 -0.014 -0.048
Si 1.845 6.07 29.849 -0.036 0.021 -0.049
Si 1.888 9.752 29.843 -0.018 0.017 -0.019
Si 5.738 13.588 29.712 -0.011 0.039 -0.001
Si 5.653 2.123 29.768 0.032 -0.007 -0.01
Si 5.633 5.889 29.832 0.016 0.021 -0.017
Si 5.817 9.854 29.789 -0.047 -0.048 0.005
Si 9.666 13.512 29.722 0.033 0.038 0.02
Si 9.47 2.047 29.767 -0.004 -0.029 -0.024
Si 9.434 5.848 29.726 -0.037 0.005 -0.009
Si 9.488 9.795 29.644 0.033 -0.037 0.014
Si 13.504 13.642 29.604 0.021 0.028 -0.065
Si 13.383 2.094 29.668 -0.003 0.032 -0.028
Si 13.316 5.97 29.71 -0.032 -0.023 -0.04
Si 13.401 9.655 29.773 0.009 -0.025 -0.068
Si 1.871 0.227 31.193 -0.001 0.002 0.06
Si 1.863 4.071 31.109 0.004 0.004 0.015
Si 1.911 7.906 31.284 -0.022 -0.003 0.048
Si 1.841 11.74 31.098 0.041 0 0.017
Si 5.744 15.539 31.076 -0.006 -0.005 0.008
Si 5.585 3.992 31.203 -0.014 0.005 0.023
Si 5.791 7.873 31.117 -0.035 -0.016 -0.011
Si 5.679 11.737 31.166 -0.003 -0.016 0.002
Si 9.505 15.474 31.074 0.005 -0.022 0.006
Si 9.563 3.967 31.14 0.001 -0.005 -0.007
Si 9.445 7.84 31.034 0.063 0.003 -0.015
Si 9.642 11.639 31.12 0.012 -0.012 -0.001
Si 13.418 15.545 31.049 0.01 -0.018 0.044
Si 13.381 4.015 31.039 -0.015 0.009 0.001
Si 13.343 7.807 31.199 0.026 -0.017 0.025
Si 13.439 11.693 30.989 -0.027 0.026 0.02
Si 15.298 0.18 32.484 0.012 0.007 -0.006
Si 15.297 4.023 32.433 -0.008 -0.008 -0.003
Si 15.3 7.853 32.532 0.013 0.006 0.012
Si 15.304 11.715 32.443 0 -0.007 -0.021
Si 3.826 0.171 32.484 -0.031 -0.004 -0.011
Si 3.713 4.018 32.565 0.013 -0.021 0.02
Si 3.87 7.88 32.53 0.003 -0.01 0
Si 3.754 11.715 32.496 -0.02 0.018 0.013
Si 7.626 15.518 32.482 0.004 -0.003 0.015
Si 7.598 3.993 32.465 -0.007 0.003 -0.011
Si 7.643 7.847 32.521 0.007 -0.012 0.034
Si 7.664 11.712 32.454 0.002 0.006 -0.043
Si 11.472 15.533 32.405 0.009 -0.001 -0.028
Si 11.492 3.997 32.469 0.01 0.005 0.007
Si 11.382 7.841 32.455 -0.019 0.026 -0.003
Si 11.555 11.675 32.448 0.01 0.011 0.011
Si 0.059 13.432 11.508 0.004 -0.006 -0.018
Si 0.018 1.904 11.515 0.002 -0.012 -0.007
Si -0.014 5.772 11.556 0.001 0 0.003
Si 0.001 9.591 11.576 -0.011 0.013 -0.01
Si 3.865 13.441 11.55 0.003 0.014 -0.008
Si 3.831 1.876 11.503 0.018 -0.002 -0.016
Si 3.821 5.801 11.511 0.02 -0.023 -0.003
Si 3.873 9.594 11.603 -0.002 -0.007 0.007
Si 7.72 13.436 11.558 -0.011 0.018 -0.003
Si 7.701 1.9 11.518 0.005 0.008 0.005
Si 7.729 5.8 11.554 0 -0.014 0.007
Si 7.698 9.605 11.618 0.003 0.007 0.003
Si 11.498 13.446 11.56 -0.01 0.001 0.001
Si 11.543 1.9 11.529 0.01 0.003 -0.008
Si 11.502 5.778 11.579 -0.009 -0.008 0.003
Si 11.516 9.592 11.617 0 0.009 -0.002
Si 1.959 13.449 12.922 -0.015 -0.007 0.037
Si 1.929 1.893 12.889 0.016 -0.005 -0.002
Si 1.917 5.76 12.905 0.006 -0.005 0.01
Si 1.929 9.573 12.937 0.005 0.007 -0.002
Si 5.797 13.43 12.902 -0.015 -0.032 -0.025
Si 5.757 1.82 12.832 -0.021 0.039 -0.019
Si 5.764 5.884 12.817 0 0.001 -0.003
Si 5.791 9.623 13.017 0.002 0.028 0.03
Si 9.591 13.458 12.99 0.032 -0.001 0.032
Si 9.621 1.936 12.881 -0.02 0.009 -0.015
Si 9.607 5.788 13.009 -0.006 0.005 -0.019
Si 9.599 9.584 13.022 0.02 0.013 0.002
Si 13.494 13.411 12.783 0.01 -0.004 -0.027
Si 13.484 1.894 12.856 -0.029 0.018 0.006
Si 13.433 5.781 12.905 -0.011 -0.02 0.022
Si 13.461 9.589 12.951 0.011 -0.009 0.017
Si 1.996 15.384 14.289 -0.005 0.016 -0.024
Si 1.899 3.82 14.237 -0.005 0.006 -0.029
Si 1.913 7.648 14.31 -0.013 0.018 -0.023
Si 1.955 11.51 14.269 -0.001 -0.022 -0.049
Si 5.824 15.307 14.287 0.003 -0.01 0.013
Si 5.715 3.866 13.928 -0.019 -0.025 -0.034
Si 5.791 7.689 14.381 -0.011 -0.022 -0.04
Si 5.783 11.589 14.367 0.001 -0.006 -0.017
Si 9.595 15.455 14.286 -0.003 -0.039 -0.038
Si 9.618 3.813 14.305 0.025 0.004 -0.031
Si 9.58 7.683 14.46 0.01 -0.013 0.008
Si 9.593 11.519 14.378 0.002 0.014 -0.039
Si 13.554 15.297 14.118 0.004 0.008 -0.032
Si 13.433 3.825 14.206 -0.009 -0.002 -0.05
Si 13.424 7.666 14.335 0.015 0.014 -0.053
Si 13.469 11.576 14.221 0.006 -0.005 -0.036
Si 0.022 15.325 15.563 0.025 -0.026 0.03
Si 15.343 3.825 15.572 -0.008 0.012 0.014
Si -0.006 7.599 15.672 -0.013 -0.003 0.056
Si 0.004 11.535 15.563 0.009 -0.008 0.036
Si 3.929 15.335 15.69 -0.007 0.02 0.016
Si 3.924 3.845 15.397 -0.014 0.009 0.03
Si 3.809 7.688 15.697 0.017 0.009 0.05
Si 3.828 11.561 15.708 -0.018 -0.006 0.022
Si 7.699 15.446 15.745 0.051 0.068 0.053
Si 7.514 3.781 15.343 0.028 0.008 -0.004
Si 7.674 7.655 15.899 -0.018 -0.012 0.049
Si 7.68 11.592 15.808 0.008 -0.017 0.019
Si 11.644 15.351 15.418 -0.024 -0.008 0.01
Si 11.572 3.789 15.669 -0.017 0.017 0.075
Si 11.529 7.696 15.806 0.01 0.001 0.058
Si 11.592 11.588 15.638 -0.012 0.003 0.049
Si 0.317 13.425 16.919 -0.204 -0.006 -0.824
Si 15.128 1.876 16.827 0.05 -0.028 -0.659
Si 15.058 5.658 17.014 0.253 0.103 -0.803
Si 15.088 9.602 16.831 0.241 -0.077 -0.832
Si 3.485 13.446 17.102 0.283 0.058 -0.746
Si 4.509 1.996 16.689 0.376 -0.166 -0.555
Si 4.129 5.671 16.849 -0.232 0.112 -0.774
Si 4.039 9.634 17.038 -0.291 -0.07 -0.761
Si 8.146 13.561 17.11 -0.29 -0.001 -0.722
Si 6.969 2.044 16.841 -0.073 -0.174 -0.033
Si 7.226 5.505 16.872 0.255 0.254 -0.658
Si 7.214 9.678 17.14 0.309 -0.114 -0.769
Si 11.322 13.574 16.892 0.237 -0.13 -0.792
Si 12.021 1.762 16.813 -0.082 0.172 -0.665
Si 11.912 5.692 17.018 -0.186 0.058 -0.784
Si 11.941 9.723 17.005 -0.341 -0.132 -0.75
Si 2.279 15.232 20.975 -0.046 0.069 -0.017
Si 6.991 1.639 25.512 0.025 0.004 0.178
Si 12.431 7.954 20.966 -0.001 -0.085 -0.082
Si 4.374 13.125 20.152 -0.031 0.123 -0.224
Si 7.434 13.659 20.209 0.09 -0.061 -0.156
Si 10.559 1.834 19.457 -0.076 -0.038 -0.007
Si 6.054 4.078 21.058 -0.01 -0.082 -0.031
Si 2.83 4.042 21.021 0.104 -0.019 -0.063
Si 13.463 13.302 19.139 -0.006 0.062 -0.16
Si 10.724 5.971 19.894 0.138 0.072 -0.108
Si 11.767 7.362 24.038 0.096 -0.035 0.014
Si 9.432 11.392 21.367 -0.098 0.057 -0.072
Si 14.542 15.28 21.243 0.054 0.072 -0.026
Si 13.284 5.33 21.155 0.037 0.198 -0.25
Si 1.94 5.998 19.063 -0.002 -0.046 -0.111
Si 12.034 10.683 19.821 -0.12 -0.043 -0.157
Si 7.832 3.232 18.693 -0.16 -0.266 -0.526
Si 1.472 7.403 24.233 0.104 -0.033 0.135
Si 8.593 11.688 24.196 -0.061 -0.115 0.128
Si 1.777 9.183 19.091 0.125 0.043 -0.111
Si 9.094 0.435 21.598 0.045 -0.024 0.071
Si 14.295 5.721 24.066 -0.022 0.156 0.193
Si 7.585 9.412 20.137 -0.053 0.113 -0.085
Si 8.301 14.429 25.752 -0.044 -0.027 0.013
Si 13.21 2.613 20.892 0.105 -0.187 0.013
Si 9.039 5.872 23.534 0.025 0.045 0.046
Si 10.533 15.22 24.209 -0.006 0.016 0.088
Si 12.121 9.899 25.568 0.068 0.09 0.059
Si 2.161 2.073 23.141 0.034 -0.068 -0.059
Si 1.457 11.503 24.183 0.064 0.031 -0.034
Si 7.953 6.491 20.916 0.017 0.026 0.098
Si 12.372 2.38 23.987 -0.013 0.058 0.039
Si 4.008 5.85 25.507 -0.001 0.044 0.14
Si 14.82 4.278 26.62 0.175 0.05 0.129
Si 3.793 11.796 26.26 -0.004 0.052 0.159
Si 12.24 12.915 25.347 -0.027 0.048 0.238
Si 15.332 13.694 25.388 0.033 -0.068 0.1
Si 4.796 10.396 21.395 0.245 0.023 -0.036
Si 2.197 9.561 21.987 -0.013 -0.029 0.085
Si 2.264 1.912 18.837 0.009 0.019 -0.206
Si 4.053 2.776 25.452 0.001 0.071 0.202
Si 7.009 6.585 25.802 -0.104 0.073 0.063
Si 15.223 9.504 25.705 0.039 0.021 0.046
Si 14.839 0.867 24.016 0.035 -0.061 -0.082
Si 8.048 3.054 23.016 -0.122 -0.008 0.055
Si 11.843 3.93 26.468 -0.097 0.048 -0.018
Si 5.774 11.127 24.232 0.036 -0.067 0.056
Si 7.513 9.647 26.079 0.005 0.32 0.619
Si 15.379 13.457 0.643 -0.004 0.007 0.012
Si 15.371 1.932 0.646 0.011 0.005 0.01
Si 15.38 5.742 0.669 0.012 0.002 0.007
Si 15.373 9.626 0.658 0.001 -0.014 0.017
Si 3.849 13.463 0.667 0.007 0.012 0.004
Si 3.841 1.899 0.694 0.003 -0.008 0.021
Si 3.86 5.778 0.704 0.017 0.009 0.014
Si 3.863 9.628 0.689 -0.004 -0.01 0.01
Si 7.708 13.435 0.665 -0.014 0.011 0.018
Si 7.695 1.897 0.648 0 -0.008 0.008
Si 7.696 5.732 0.668 0.004 -0.003 0.01
Si 7.708 9.622 0.654 -0.004 -0.01 0.016
Si 11.559 13.445 0.613 -0.016 0.004 0
Si 11.55 1.884 0.627 -0.017 -0.005 0.001
Si 11.516 5.748 0.647 -0.008 0.001 -0.001
Si 11.548 9.588 0.641 0.017 0.001 0.012
Si 1.916 13.459 2.015 -0.009 -0.015 0.004
Si 1.904 1.903 2.028 0.001 -0.014 0.003
Si 1.917 5.765 2.035 -0.001 0.007 0.003
Si 1.917 9.611 2.019 0 -0.011 0
Si 5.779 13.443 2.022 0.004 -0.014 0
Si 5.781 1.911 2.03 -0.008 0 -0.002
Si 5.786 5.748 2.045 -0.006 -0.002 -0.002
Si 5.792 9.625 2.031 -0.001 0.002 0.003
Si 9.643 13.446 2.004 -0.002 0.006 -0.001
Si 9.626 1.902 2.002 0.003 0.002 -0.002
Si 9.614 5.735 2.03 0.001 0.012 -0.001
Si 9.63 9.618 2.014 -0.002 0.003 -0.006
Si 13.461 13.455 2.007 0.011 -0.008 -0.007
Si 13.456 1.909 2.015 0.014 0.013 -0.009
Si 13.447 5.758 2.012 0.003 0.006 -0.002
Si 13.458 9.598 2.021 -0.007 -0.001 -0.002
Si 1.911 15.371 3.394 -0.013 0.008 0.004
Si 1.924 3.833 3.388 0.015 -0.004 -0.005
Si 1.912 7.691 3.389 -0.005 0 0.006
Si 1.923 11.533 3.378 -0.004 0.005 -0.002
Si 5.778 15.369 3.383 0.003 0 -0.003
Si 5.779 3.827 3.4 0.021 0.005 0.002
Si 5.782 7.688 3.38 -0.007 -0.008 -0.003
Si 5.781 11.535 3.395 0.003 0.004 0.005
Si 9.628 15.369 3.371 -0.002 -0.006 -0.002
Si 9.621 3.815 3.386 0.001 0 0.004
Si 9.621 7.681 3.368 0.007 -0.004 -0.002
Si 9.629 11.533 3.38 -0.008 0.001 0.004
Si 13.466 15.373 3.38 -0.002 -0.002 0.007
Si 13.451 3.835 3.376 -0.011 -0.003 -0.001
Si 13.465 7.676 3.381 0.014 0 0.006
Si 13.457 11.53 3.369 -0.011 0 -0.004
Si -0.008 15.369 4.758 0.001 -0.014 0.004
Si -0.009 3.836 4.741 0 0.007 -0.001
Si -0.007 7.682 4.752 -0.002 0 0.001
Si -0.007 11.527 4.732 -0.014 -0.007 -0.007
Si 3.85 15.372 4.743 -0.006 -0.005 0
Si 3.849 3.833 4.75 0.008 -0.004 0.003
Si 3.852 7.685 4.733 0.003 0.002 0
Si 3.849 11.528 4.74 0.011 -0.013 0.001
Si 7.704 15.368 4.741 0.001 0.003 0.002
Si 7.702 3.828 4.754 -0.005 -0.003 0
Si 7.703 7.683 4.741 -0.002 0.01 -0.005
Si 7.707 11.532 4.744 -0.005 0.002 -0.002
Si 11.544 15.372 4.745 0.004 0.004 0.003
Si 11.541 3.831 4.751 -0.009 0.002 0.007
Si 11.539 7.679 4.738 0.007 0.01 0.003
Si 11.547 11.528 4.742 0.007 0.003 -0.003
Si -0.006 13.436 6.109 -0.001 -0.01 0
Si -0.007 1.915 6.11 -0.001 -0.001 0.003
Si -0.004 5.758 6.111 0.005 0.009 0.004
Si -0.011 9.611 6.104 0.002 0.01 -0.001
Si 3.855 13.446 6.105 -0.008 -0.001 0.004
Si 3.854 1.91 6.108 0.005 0.006 0
Si 3.851 5.765 6.103 0.002 0.005 -0.004
Si 3.856 9.603 6.099 -0.011 -0.005 0.001
Si 7.701 13.447 6.109 0.008 -0.011 0.004
Si 7.698 1.904 6.108 0.002 0.007 -0.001
Si 7.7 5.762 6.106 0.003 -0.01 -0.003
Si 7.7 9.607 6.101 0.007 0.005 -0.001
Si 11.546 13.445 6.107 -0.006 -0.008 0
Si 11.544 1.909 6.11 0.003 -0.001 0.002
Si 11.538 5.76 6.108 -0.004 -0.005 0.001
Si 11.547 9.604 6.099 -0.007 0.009 -0.003
Si 1.926 13.431 7.457 -0.011 0.001 -0.003
Si 1.926 1.916 7.459 0.004 -0.008 0.005
Si 1.927 5.765 7.464 0.012 -0.002 0.002
Si 1.924 9.605 7.444 0.001 -0.001 -0.004
Si 5.778 13.439 7.472 0.001 0.003 0.001
Si 5.778 1.909 7.474 0.008 -0.004 0.001
Si 5.775 5.767 7.468 0.002 0.003 -0.008
Si 5.779 9.607 7.467 0.004 -0.004 0.001
Si 9.623 13.437 7.468 0.005 0.011 -0.002
Si 9.62 1.913 7.468 -0.01 -0.01 0.001
Si 9.618 5.764 7.475 -0.005 0.011 0.001
Si 9.624 9.607 7.455 0.006 -0.002 -0.005
Si 13.461 13.435 7.479 -0.006 0.001 -0.001
Si 13.46 1.912 7.482 -0.012 -0.001 0.004
Si 13.458 5.763 7.475 0.001 0.001 0.005
Si 13.457 9.607 7.479 -0.004 -0.002 0
Si 1.924 15.362 8.794 0.001 -0.014 -0.003
Si 1.931 3.842 8.824 0.002 0.008 0.002
Si 1.914 7.699 8.815 0.002 0.019 -0.006
Si 1.945 11.506 8.825 -0.013 -0.012 -0.005
Si 5.781 15.364 8.827 -0.004 0.012 0.004
Si 5.777 3.845 8.829 0.003 0.003 -0.01
Si 5.782 7.69 8.836 -0.003 -0.011 -0.005
Si 5.783 11.518 8.847 -0.002 -0.005 0.002
Si 9.621 15.366 8.81 0.002 -0.008 -0.001
Si 9.615 3.838 8.832 0.003 -0.004 0
Si 9.622 7.7 8.825 -0.005 0.014 -0.008
Si 9.619 11.511 8.834 0.004 -0.005 -0.004
Si 13.461 15.362 8.83 0.005 -0.006 0
Si 13.458 3.843 8.841 -0.004 -0.002 -0.001
Si 13.451 7.685 8.844 0.003 0.011 0.003
Si 13.454 11.519 8.859 0 0.002 0.003
Si 0.015 15.364 10.163 -0.008 -0.004 0
Si 0.009 3.847 10.186 -0.008 -0.002 0.005
Si -0.002 7.687 10.19 -0.001 0.006 0.007
Si 0.024 11.498 10.182 0 0.005 0.001
Si 3.837 15.346 10.157 -0.006 0.002 -0.009
Si 3.854 3.84 10.188 0.024 0.002 0.005
Si 3.838 7.717 10.169 0.004 -0.007 0.002
Si 3.859 11.506 10.212 0.011 0.001 0.002
Si 7.714 15.356 10.18 -0.008 -0.006 -0.007
Si 7.696 3.854 10.2 -0.024 0.004 -0.004
Si 7.714 7.714 10.198 0.001 -0.008 0.003
Si 7.71 11.508 10.214 -0.004 -0.001 -0.005
Si 11.528 15.36 10.181 -0.004 0.006 0.001
Si 11.529 3.849 10.205 0.003 -0.003 0.009
Si 11.522 7.695 10.211 0.006 -0.003 0.008
Si 11.517 11.507 10.224 0.01 -0.002 0.009
O 1.878 13.458 17.414 -0.098 -0.145 0.472
O 14.823 13.426 18.283 0.216 0.099 0.564
O 0.892 1.922 17.987 0.102 -0.133 0.016
O 2.368 3.545 22.486 -0.4 0.326 0.147
O 3.177 5.483 18.156 0.164 -0.309 0.093
O 0.563 5.486 18.375 -0.168 -0.346 0.629
O 12.784 9.471 20.597 0.448 0.146 0.417
O 3.157 9.727 18.418 0.028 0.402 0.255
O 4.235 13.38 18.552 0.333 -0.099 0.217
O 7.984 4.775 18.132 0.545 0.462 0.397
O 7.645 8.036 26.166 0.223 -0.192 0.448
O 2.158 3.009 19.989 -0.125 0.105 0.232
O 13.633 9.318 25.588 -0.057 -0.433 -0.251
O 0.915 13.024 24.266 -0.021 0.453 -0.587
O 7.47 13.687 18.586 -0.108 0.128 -0.003
O 9.761 13.545 17.381 0.035 -0.155 0.212
O 13.488 5.692 17.488 -0.055 0.029 0.52
O 7.875 9.91 18.619 0.499 0.364 0.088
O 5.612 9.616 17.484 -0.001 -0.133 0.412
O 12.222 13.809 18.233 -0.142 0.223 0.255
O 13.308 4.068 27.136 -0.15 0.032 0.76
O 13.572 1.826 17.408 -0.079 -0.21 0.609
O 11.168 2.618 27.115 -0.54 -0.072 -0.4
O 11.011 5.544 18.367 -0.454 -0.096 0.107
O 12.73 2.67 22.444 -0.149 0.246 0.125
O 13.536 9.58 17.323 0.178 -0.07 0.579
O 3.87 8.018 28.057 0.133 -0.08 -0.536
O 13.686 1.761 24.707 0.265 0.005 0.299
O 7.575 7.81 20.092 -0.337 -0.341 -0.476
O 8.656 1.908 22.067 0.247 0.218 -0.378
O 11.11 7.542 20.104 -0.412 0.448 -0.415
O 4.448 4.077 20.974 0.097 -0.089 -0.058
O 1.988 10.995 22.745 0.299 0.169 -0.357
O 1.782 8.396 23.006 -0.184 0.067 -0.125
O 14.221 1.374 20.636 0.402 0.304 -0.594
O 10.943 1.342 17.971 -0.368 -0.231 -0.099
O 9.188 5.71 20.234 -0.122 -0.401 0.095
O 8.7 10.435 25.242 0.51 -0.081 -0.084
O 0.058 15.279 25.134 0.06 0.114 0.265
O 7.865 15.055 20.891 -0.341 0.415 -0.055
O 3.667 2.658 27.026 -0.16 0.355 -0.079
O 6.178 9.848 25.151 -0.341 -0.262 -0.265
O 11.678 13.155 26.86 -0.309 -0.413 -0.038
O 7.931 2.487 24.514 0.279 0.276 0.134
O 8.721 13.085 24.968 0.389 -0.019 -0.112
O 2.586 11.341 25.311 0.153 -0.475 -0.059
O 6.182 9.937 20.74 0.052 0.055 -0.171
O 4.141 4.325 24.982 0.009 -0.054 -0.802
O 7.457 2.004 27.019 0.239 -0.017 -0.307
O 3.629 5.678 27.072 -0.366 -0.164 -0.066
O 9.651 15.315 25.578 0.28 0.506 0.322
O 3.707 9.212 21.485 0.216 -0.652 0.065
O 7.104 11.744 23.581 0.011 0.346 -0.545
O 0.378 13.371 26.922 0.19 -0.235 -0.288
O 5.442 6.621 25.352 -0.165 0.409 -0.255
O 10.51 6.34 24.007 0.097 -0.13 0.02
O 5.888 13.45 20.618 -0.119 0.01 0.372
O 11.314 10.102 18.474 -0.327 -0.091 0.403
O 11.472 0.153 27.968 0.169 -0.039 -0.498
O 6.691 3.205 19.852 -0.131 -0.518 -0.125
O 11.22 1.268 24.026 -0.143 0.078 0.01
O 11.547 13.972 24.343 0.355 -0.065 -0.567
O 11.902 3.683 24.86 -0.008 0.43 -0.313
O 7.938 5.91 24.694 -0.068 -0.193 -0.064
O 7.843 13.952 27.208 -0.191 0.301 -0.059
O 11.114 5.291 26.978 -0.144 -0.043 -0.278
O 8.441 12.51 20.743 -0.082 -0.076 -0.124
O 0.03 0.338 27.961 -0.078 -0.174 -0.336
O 12.145 7.838 22.544 0.177 0.044 0.143
O 3.286 13.971 21.006 -0.042 -0.286 0.304
O 0.049 5.664 27.201 0.167 0.08 -0.482
O 0.57 9.719 18.187 -0.098 0.383 0.355
O 7.163 5.627 27.074 -0.184 -0.282 -0.247
O 13.823 13.166 25.252 -0.028 -0.202 -0.26
O 3.799 0.195 27.978 -0.048 0.021 -0.572
O 2.454 0.461 19.496 0.003 -0.49 -0.521
O 9.633 14.98 22.871 -0.258 -0.36 -0.09
O 13.948 4.013 20.478 0.564 0.042 -0.43
O 3.542 13.141 27.098 -0.327 0.035 -0.63
O 5.466 2.043 25.248 -0.055 -0.254 -0.458
O 10.232 0.605 20.453 0.11 -0.243 -0.204
O 0.137 9.951 27.222 0.023 0.613 0.04
O 2.194 5.471 20.578 -0.244 0.47 0.575
O 4.144 11.571 20.505 -0.348 -0.275 0.139
O 13.191 11.761 19.513 0.45 -0.321 0.137
O 0.203 2.945 27.145 0.335 0.142 -0.082
O 11.316 8.705 24.831 -0.49 -0.085 0.184
O 9.619 11.58 22.966 0.459 -0.013 0.26
O 13.096 6.648 24.701 0.146 -0.136 0.247
O 11.668 5.176 20.951 -0.307 -0.604 0.598
O 11.881 2.558 19.993 -0.005 0.522 -0.1
O 5.051 12.117 25.287 0.353 0.384 0.183
O 13.608 6.846 20.619 0.758 0.265 -0.286
O 11.977 11.372 24.894 -0.059 -0.028 -0.634
O 11.353 7.744 27.946 -0.051 0.143 -0.167
O 5.673 5.668 17.391 0.104 -0.083 0.463
O 6.624 5.586 20.959 -0.303 0.293 0.197
O 8.481 6.882 22.393 0.251 0.423 0.019
O 0.193 10.603 24.602 -0.306 0.098 -0.367
O 3.625 2.234 18.048 0.332 0.146 0.337
O 1.395 9.654 20.589 -0.414 0.422 0.176
O 9.274 2.808 19.314 0.121 0.38 -0.072
O 14.73 4.483 25.024 0.265 -0.226 -0.129
O 4.879 10.821 22.956 -0.274 0.007 0.074
O 2.686 0.904 22.137 0.474 -0.248 -0.094
O 4.022 10.558 27.269 0.409 0.108 -0.366
O 13.623 14.199 20.473 -0.211 0.039 0.154
O 1.885 7.589 19.07 0.024 -0.032 0.07
O 9.044 4.337 22.993 0.304 -0.252 -0.077
O 13.676 5.197 22.696 -0.021 -0.381 0.088
O 0.711 14.854 21.123 0.032 -0.42 0.22
O 2.959 2.022 24.538 -0.286 -0.474 0
O 8.768 9.944 21.089 0.139 -0.431 0.063
O 14.183 15.353 22.824 -0.472 -0.492 0.19
O 0.588 1.835 23.412 -0.225 0.353 0.048
O 0.302 6.438 23.704 -0.066 0.066 -0.279
O 11.577 10.149 27.069 -0.333 0.403 -0.018
O 0.785 8.213 25.461 0.211 -0.184 0.588
O 10.898 11.419 20.703 0.117 0.111 0.194
O 7.127 15.424 25.228 -0.408 -0.04 -0.53
O 2.825 6.648 24.721 0.122 -0.061 -0.283
O 6.57 3.45 22.463 -0.52 -0.061 0.485

Results
total energy: -87723.864 eV
total energy less fixed offsets of O -438.35, Si -107.03 eV per atom: 4.436 eV
